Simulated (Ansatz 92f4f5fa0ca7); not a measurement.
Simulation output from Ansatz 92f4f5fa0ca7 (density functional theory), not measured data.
Periodic cell of 226 atoms, Si134O92, from a study of silicon, its oxide and their interface. The atomic structure is a simulated model.
Doubt: the cutoff is far below the 930 eV that the study's wrapper takes by default for these files, so forces and energies are approximate.
This geometry differs little from another in the collection (a relaxation step or a small displacement).

Settings: functional PBE; potential files Ansatz PAW; basis plane waves; wave-function cutoff 580 eV; density cutoff ratio 5; exchange-correlation grid ratio 1; k mesh 1 x 1 x 1, Gamma-centred; self-consistency stop 5e-08 eV per atom in the density residual; occupations fixed; spin none; net charge 0.

Cell vectors (angstrom)
a  10.938  0  0
b  0  10.938  0
c  0  0  32.5257

Atoms: element, x, y, z (angstrom)
Si  0.2144  -0.2962  24.8991
Si  5.6025  -0.2813  25.0248
Si  2.6415  2.9274  24.953
Si  8.2914  2.9738  24.0226
Si  0.5709  5.2788  24.8851
Si  4.8622  5.9233  25.0979
Si  3.1985  7.6429  25.263
Si  7.5878  8.1813  24.6645
Si  1.4137  1.322  26.2036
Si  6.8166  1.2322  26.3098
Si  4.1581  4.0498  26.3448
Si  10.1087  3.9096  26.0719
Si  1.4698  6.7409  26.4793
Si  6.592  6.8588  26.343
Si  4.057  9.5164  26.3568
Si  9.8071  9.5023  26.4407
Si  2.7263  -0.0059  27.6801
Si  8.2931  -0.0421  27.6956
Si  0.1263  2.6034  27.7412
Si  5.5405  2.6942  27.7048
Si  2.7987  5.3611  27.7954
Si  8.0241  5.597  27.7308
Si  0.0963  8.1099  27.8095
Si  5.4296  8.2697  27.7833
Si  4.1018  1.3673  29.1075
Si  9.5708  1.3673  29.1075
Si  1.3673  4.1018  29.1075
Si  6.8362  4.1018  29.1075
Si  4.1018  6.8362  29.1075
Si  9.5708  6.8362  29.1075
Si  1.3673  9.5708  29.1075
Si  6.8362  9.5708  29.1075
Si  0  0  30.4747
Si  5.469  0  30.4747
Si  2.7345  2.7345  30.4747
Si  8.2035  2.7345  30.4747
Si  0  5.469  30.4747
Si  5.469  5.469  30.4747
Si  2.7345  8.2035  30.4747
Si  8.2035  8.2035  30.4747
Si  1.3673  1.3673  31.842
Si  6.8362  1.3673  31.842
Si  4.1018  4.1018  31.842
Si  9.5708  4.1018  31.842
Si  1.3673  6.8362  31.842
Si  6.8362  6.8362  31.842
Si  4.1018  9.5708  31.842
Si  9.5708  9.5708  31.842
Si  2.7345  0  0.6835
Si  8.2035  0  0.6835
Si  0  2.7345  0.6835
Si  5.469  2.7345  0.6835
Si  2.7345  5.469  0.6835
Si  8.2035  5.469  0.6835
Si  0  8.2035  0.6835
Si  5.469  8.2035  0.6835
Si  4.1018  1.3673  2.0507
Si  9.5708  1.3673  2.0507
Si  1.3673  4.1018  2.0507
Si  6.8362  4.1018  2.0507
Si  4.1018  6.8362  2.0507
Si  9.5708  6.8362  2.0507
Si  1.3673  9.5708  2.0507
Si  6.8362  9.5708  2.0507
Si  0  0  3.418
Si  5.469  0  3.418
Si  2.7345  2.7345  3.418
Si  8.2035  2.7345  3.418
Si  0  5.469  3.418
Si  5.469  5.469  3.418
Si  2.7345  8.2035  3.418
Si  8.2035  8.2035  3.418
Si  1.3416  1.416  4.7598
Si  6.8004  1.3943  4.7978
Si  4.0396  4.1445  4.7709
Si  9.5607  4.1218  4.8187
Si  1.3547  6.8443  4.822
Si  6.8288  6.8534  4.7366
Si  4.0808  9.6059  4.8049
Si  9.5761  9.5637  4.7272
Si  2.6974  0.083  6.1409
Si  8.2198  -0.0136  6.0643
Si  0.0244  2.7827  6.1941
Si  5.383  2.7855  6.1344
Si  2.6978  5.4843  6.2349
Si  8.1848  5.5359  6.1437
Si  -0.0181  8.2465  6.1513
Si  5.4805  8.2108  6.1063
Si  3.7758  1.6895  7.5033
Si  9.8052  1.1128  7.3655
Si  1.535  3.9378  7.6502
Si  6.524  4.4192  7.3724
Si  4.3394  6.6686  7.461
Si  9.3233  7.1303  7.4838
Si  1.1194  9.869  7.4423
Si  7.0916  9.3449  7.386
O  5.4411  5.5307  7.9527
O  -0.0272  0.0184  7.9426
O  2.6737  2.7982  8.0813
O  8.1923  8.2454  7.9626
O  1.3064  9.765  23.9844
O  7.3909  2.0018  24.9504
O  6.6764  9.5404  24.4562
O  1.7764  4.217  24.4124
O  6.378  10.0462  8.6829
O  0.8531  4.5768  9.0383
O  1.8411  9.2799  8.7957
O  7.1887  3.7136  8.686
O  9.9956  6.5115  8.85
O  4.4254  0.9465  8.8212
O  3.7754  7.4192  8.8163
O  9.0538  1.7614  8.6656
O  4.4315  1.4027  21.2848
O  9.7427  2.9807  24.7434
O  8.7326  4.599  26.6197
O  5.5784  3.1383  22.8184
O  9.0501  8.4839  25.3651
O  3.18  2.2459  23.5493
O  5.3015  5.7044  23.4843
O  9.8935  0.0856  23.8725
Si  4.7359  9.1667  16.1185
Si  4.3705  9.4438  11.8567
Si  4.6674  14.6994  17.7612
Si  1.5274  10.1737  18.9197
Si  8.347  7.0071  17.7373
Si  1.0951  5.0269  15.2106
Si  6.6194  6.3578  20.4183
Si  4.5893  1.8381  22.8516
Si  -0.6964  5.3091  12.8424
Si  0.0951  1.3899  20.3776
Si  5.3574  1.7536  19.9818
Si  7.8748  2.4985  9.4933
Si  8.979  2.6413  12.2209
Si  11.1763  5.915  9.8051
Si  -6.3985  10.0705  18.757
Si  3.0698  8.5486  20.6526
Si  9.6127  -0.3883  22.326
Si  2.5559  8.1013  9.6633
Si  10.13  4.5497  17.6945
Si  3.6019  5.8197  19.5492
Si  6.3248  4.5909  22.8426
Si  11.3903  -1.787  14.5449
Si  2.5823  2.4779  15.6928
Si  10.1972  9.2581  17.1543
Si  2.6902  7.3834  14.9728
Si  -2.6786  1.7401  21.1162
Si  7.8633  5.9635  14.7342
Si  -1.2905  11.2005  13.484
Si  10.9109  6.0805  22.7342
Si  7.5648  3.4267  16.4365
Si  1.0532  4.1912  20.3321
Si  7.1734  1.4083  14.2267
Si  5.3934  7.4582  13.814
Si  4.2539  0.4341  14.2505
Si  8.3648  7.7344  22.4879
Si  2.0267  8.3723  23.4312
Si  5.69  0.2639  9.5901
Si  11.2078  0.673  15.8618
O  10.8883  0.2385  21.5237
O  -0.076  15.5182  16.2365
O  8.2268  0.2074  21.6836
O  10.0898  10.8889  16.8514
O  4.0177  5.2513  18.0539
O  3.1173  12.4972  14.4656
O  8.5714  3.2067  10.7683
O  1.0358  2.6369  20.8464
O  7.8525  4.4083  15.1765
O  8.5266  2.6205  22.4558
O  9.4224  8.9526  22.1605
O  6.5176  6.3039  13.873
O  3.1496  8.7615  11.0245
O  -7.0392  6.8111  14.0324
O  7.6528  2.5299  13.1498
O  3.1881  8.481  22.2696
O  9.9879  3.7076  12.8875
O  5.1463  0.555  23.6786
O  -0.4885  8.4756  15.7196
O  -1.4283  1.9377  20.0767
O  -5.6275  9.1597  17.6368
O  8.8801  -2.3677  17.8548
O  3.7698  10.2686  13.1441
O  7.5461  4.4383  23.9332
O  7.3492  1.9419  15.7742
O  1.7981  9.525  20.3812
O  -0.51  9.7656  13.3551
O  -0.4255  5.7056  11.2823
O  14.6767  2.8697  16.7662
O  11.7191  0.6754  19.0856
O  4.5252  10.7192  15.7131
O  5.3904  8.2751  12.3981
O  3.3107  8.3874  16.0835
O  0.8771  7.4501  22.7079
O  -2.1046  3.5352  17.4925
O  1.296  1.7811  16.4646
O  4.7337  13.9736  19.2165
O  12.8957  6.2413  15.8559
O  6.1813  3.8926  17.1736
O  6.7693  1.4118  9.9766
O  2.6092  4.6767  20.1826
O  5.6439  1.1232  13.7954
O  11.5254  9.125  18.0963
O  1.591  8.141  14.0067
O  0.6229  5.548  13.7485
O  13.944  10.4057  18.2406
O  7.2361  6.5719  18.8922
O  1.455  6.9692  10.0214
O  1.2194  10.4045  15.2739
O  5.746  8.4791  15.0493
O  2.0876  3.7968  14.9208
O  9.6571  1.1395  12.1019
O  7.2151  7.6008  21.3109
O  5.392  11.4265  18.9672
O  11.2872  5.1224  21.4626
O  4.998  6.2192  20.3023
O  4.469  9.2275  20.1452
O  2.7655  18.1542  19.7287
O  7.8828  6.7969  16.1653
O  9.3252  6.4073  22.5091
O  9.0606  6.1608  13.6189
O  9.63  6.0551  18.0493
O  -0.5596  12.1946  14.5856
O  8.098  10.9967  13.9995
O  5.1881  -0.4315  10.9549
O  6.892  2.1166  20.3639
O  0.2446  4.1768  18.8887
O  6.911  5.0172  21.3631

Results
free energy: -137507.248 eV
free energy less fixed offsets of O -568.88, Si -635.61 eV per atom: 1.452 eV

Forces (eV/angstrom), in the order of the atoms: element, x, y, z
Si  0.0038  0.0399  0.002
Si  -0.0185  0.0002  0.0016
Si  0.025  -0.0086  0.0374
Si  0.012  0.0015  0.0193
Si  -0.001  -0.0067  0.0008
Si  -0.0069  0.0057  -0.0027
Si  0.0025  0.0055  0.0001
Si  -0.04  0.0127  -0.0141
Si  0.0017  -0.0106  0.0022
Si  0.0139  0.0112  0.0068
Si  -0.0048  -0.0164  0.0004
Si  -0.0033  -0.0325  0.0066
Si  0.0161  0.0125  0.0214
Si  0.009  -0.0158  0.0224
Si  0.0026  -0.0055  0.0112
Si  0.0048  -0.009  0.0315
Si  0.008  0.005  -0.0034
Si  0.0006  0.007  0.0026
Si  0.0011  0.0284  -0.0122
Si  -0.0065  0.0088  0.0054
Si  -0.0149  0.0006  0.002
Si  -0.0157  0.0204  0.0154
Si  -0.0013  -0.002  0.0051
Si  -0.0062  0.0136  -0.0087
Si  0.0293  -0.0716  -0.4527
Si  0.1261  -0.1767  -0.1071
Si  0.149  -0.5265  0.2614
Si  -0.2029  0.0823  0.14
Si  0.0203  -0.0551  0.172
Si  -0.2505  -0.2235  -0.0764
Si  0.3185  0.1573  0.0875
Si  0.3073  0.256  -0.0256
Si  -0.0657  0.0409  0.0055
Si  0.0739  0.0308  -0.0255
Si  -0.1218  0.0436  0.0726
Si  0.0723  0.1083  -0.0609
Si  -0.2143  -0.156  -0.0195
Si  -0.056  -0.0194  0.0531
Si  0.013  0.0423  0.0139
Si  0.0208  0.1008  0.034
Si  0.0604  -0.0715  -0.0011
Si  -0.0308  -0.0063  -0.0335
Si  0.038  0.0176  0.0139
Si  0.0419  -0.0549  -0.0075
Si  0.0186  0.0642  -0.0345
Si  0.0154  -0.058  -0.0166
Si  0.0275  -0.0561  -0.0128
Si  0.0216  -0.0006  0.0026
Si  -0.016  -0.0037  0.0114
Si  -0.034  0.0304  0.0081
Si  -0.0371  0.0524  0.0075
Si  0.0297  0.0244  0.0164
Si  -0.0581  -0.0267  0.0063
Si  0.0164  0.0191  0.0155
Si  -0.0384  -0.0265  0.0247
Si  -0.0116  0.0597  0.0031
Si  0.0269  0.0074  0.006
Si  0.0248  -0.0711  0.0061
Si  0.0354  -0.039  -0.0016
Si  -0.0302  -0.0232  0.0201
Si  0.0643  -0.0121  -0.0004
Si  -0.0276  0.0119  0.0076
Si  0.0374  0.0249  0.0039
Si  0.0629  -0.022  0.012
Si  0.0358  0.1623  -0.2764
Si  -0.0806  0.0695  0.0572
Si  -0.0989  0.1593  -0.3132
Si  -0.0285  0.1083  0.23
Si  -0.0222  0.0322  0.2125
Si  -0.1555  -0.0187  -0.1767
Si  -0.0547  0.0348  0.2647
Si  0.0103  -0.0239  -0.4803
Si  -0.0007  -0.0035  -0.0066
Si  0.0013  0.0031  -0.0051
Si  -0.0029  -0.0031  -0.0058
Si  -0.0009  -0.0005  -0.0091
Si  -0.0005  0.0009  -0.0101
Si  0.0078  0.0019  -0.0127
Si  -0.0017  0.0031  -0.0057
Si  0.0049  -0.0033  -0.0144
Si  0.0058  -0.0067  0.0104
Si  -0.0159  0.0075  0.0016
Si  -0.0146  0.0069  -0.0008
Si  0.0051  -0.0055  0.0154
Si  -0.0094  0.0091  0.0019
Si  0.0042  -0.0101  0.0115
Si  0.0045  -0.0022  0.0101
Si  -0.0115  0.0158  -0.0015
Si  0.0339  -0.0349  -0.0355
Si  -0.0191  0.0221  0.0517
Si  -0.0155  0.0142  -0.0063
Si  0.046  -0.0475  -0.0263
Si  -0.0177  0.015  -0.0051
Si  0.0299  -0.0313  -0.0214
Si  0.03  -0.0306  -0.0278
Si  -0.019  0.0181  0.009
O  -0.0223  0.0206  0.0248
O  -0.0202  0.02  0.0207
O  -0.0077  0.0122  0.0207
O  -0.0114  0.0102  0.0211
O  -0.009  0.0039  -0.0015
O  -0.0001  0.0068  -0.0008
O  0.0282  -0.028  -0.0011
O  -0.0308  0.0095  -0.0175
O  0.0013  0.0046  -0.0036
O  0.0073  -0.0065  -0.002
O  0.0023  -0.0035  0.0149
O  0.0136  -0.0119  0.0266
O  -0.0029  0.005  0.0125
O  0.0036  -0.007  0.0215
O  0.0029  -0.0044  0.0049
O  -0.0186  0.0064  -0.0167
O  -0.0008  -0.0018  -0.0052
O  -0.0276  0.0041  0.0029
O  0.0204  -0.0191  -0.0224
O  -0.0065  -0.0048  0.0058
O  0.0075  0.0137  0.0047
O  0.0003  0.0003  -0.0066
O  0.001  -0.0079  -0.0069
O  0.0007  -0.0069  0.0003
Si  -0.0013  0.0029  -0.0022
Si  -0.0057  -0.0011  -0.0037
Si  0.0014  -0.0004  -0.0054
Si  -0.0052  -0.0031  -0.0072
Si  -0.0042  0.0027  0.0006
Si  0.0021  -0.0009  0.0052
Si  0.0046  -0.0106  -0.0041
Si  0.0023  0.0045  0.003
Si  0.0009  0.0102  -0.0034
Si  0.0061  -0.0036  -0.0049
Si  -0.0101  0.0044  0.0014
Si  0.0328  0.0021  -0.0108
Si  -0.0039  0.0015  0.001
Si  -0.0017  0.0023  -0.0095
Si  -0.0021  -0.0025  -0.0072
Si  0.0017  -0.0005  -0.0027
Si  -0.0078  -0.0055  0.0046
Si  -0.0108  0.0038  -0.0129
Si  -0.0029  0.0005  -0.0001
Si  0.0017  -0.0046  -0.0066
Si  -0.0065  0.0049  -0.0017
Si  0.0009  -0.0016  0.0063
Si  -0.003  0.0009  0.0013
Si  -0.0047  -0.0019  -0.0012
Si  -0.0027  0.0028  -0.0009
Si  -0.0057  0.0094  0.0088
Si  -0.0007  0.0003  0.0052
Si  -0.0025  0.0007  0.0084
Si  0.0009  -0.0102  -0.0059
Si  -0.0007  0.0011  0.0027
Si  -0.004  0.0041  -0.0071
Si  -0.0066  -0.0017  0.0026
Si  -0.0016  -0.0028  0.0075
Si  -0.0019  0.0074  0.0048
Si  -0.0152  -0.0022  0.0061
Si  0.0174  -0.0198  0.0066
Si  0.0004  0.0008  -0.0098
Si  0.0023  -0.0022  0.003
O  0.003  0.0069  0.0036
O  -0.002  0.0012  0.0011
O  -0.0026  0.0001  -0.0014
O  0  0.0001  0.0003
O  -0.0021  0.0006  0.0045
O  0.0045  -0.0062  -0.001
O  -0.0194  -0.0134  -0.0354
O  -0.0014  -0.0032  0.0046
O  -0.0008  -0.0011  0.0034
O  0.001  -0.0045  -0.0072
O  0.0057  0.0072  0.0028
O  -0.0003  0.0027  -0.0007
O  0.0132  0.0081  0.0143
O  -0.0006  -0.0004  -0.0003
O  -0.0013  -0.0004  0.0034
O  0  0.0006  0.0146
O  0.0024  -0.0038  0.0019
O  0.0026  -0.0018  0.0091
O  -0.0004  0.0005  0.0019
O  0.0012  -0.0008  0.003
O  0.0023  0.0001  0.0069
O  -0.0005  0.002  0.0038
O  0.0003  0.0041  0.0046
O  0.0082  -0.0115  0.0081
O  -0.0012  0.0008  0.001
O  -0.0043  0.0033  0.0026
O  -0.0035  0.0029  -0.0026
O  -0.0092  -0.0048  0.0139
O  0.0047  0.002  0.0076
O  -0.0002  0.0003  0.0079
O  -0.0028  -0.0011  -0.0021
O  0.0009  0  -0.0023
O  0  0.0021  0.0042
O  0.0038  0.0073  0.0058
O  0.0007  0.0024  0.0038
O  -0.002  0.0008  0.001
O  0.0018  -0.0008  0.003
O  -0.0012  -0.0005  0.0025
O  -0.0015  -0.0015  0.0017
O  0.0093  -0.0007  0.0011
O  -0.0021  -0.0019  0.0061
O  -0.0044  -0.0044  0.0016
O  0.0046  0.0042  0.0088
O  0.0016  0.0003  0.0033
O  0.0009  -0.0027  0.0017
O  0.0003  0.001  0.0081
O  -0.0009  -0.0001  0.0033
O  0.0048  0.0039  0.0038
O  -0.0007  0.0011  0.0037
O  -0.0023  0.0014  0.0016
O  0.0003  -0.0018  0.0007
O  0.0041  -0.0058  -0.0001
O  -0.0027  0.0011  0.0054
O  -0.0004  -0.0027  0.0021
O  0.0049  -0.0031  0.0051
O  -0.003  0.0001  0.0053
O  0  -0.0004  0.0022
O  -0.0031  0.0025  0.0031
O  0.0004  -0.0013  0.0028
O  -0.0012  0.0012  0.0106
O  -0.0043  0.0006  0.001
O  0.0014  -0.004  0.0023
O  -0.0035  0.0006  -0.0013
O  0.003  -0.0014  -0.0002
O  -0.0022  -0.0045  0.0016
O  0.0008  -0.0019  0.0042
O  0.0037  -0.0021  0.0084
O  0.001  0.0074  -0.0038

The program warned: the cutoff lies below the one the program advises for these potential files; the forces do not sum to zero within the program's tolerance; the exchange-correlation potential is rough where the density is thin.
